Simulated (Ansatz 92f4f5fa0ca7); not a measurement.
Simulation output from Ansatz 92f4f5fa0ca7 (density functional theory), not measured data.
Periodic cell of 228 atoms, Si140O88, from a study of silicon, its oxide and their interface. The atomic structure is a simulated model.
This geometry differs little from another in the collection (a relaxation step or a small displacement).

Settings
functional: r2SCAN
potential files: Ansatz PAW
basis: plane waves
wave-function cutoff: 800 eV
density cutoff ratio: 5
exchange-correlation grid ratio: 1
k mesh: 1 x 1 x 1, shifted by 0.5 0.5 0 of a step
self-consistency stop: 1e-10 eV per atom in the density residual
occupations: fixed
spin: none
net charge: 0

Cell vectors (angstrom)
a 10.888 0 0
b 0 10.888 0
c 0 0 32.9254

Atoms and the computed forces on them: element, x, y, z (angstrom), force x, y, z (eV/angstrom)
Si -0.365 0.1341 0.1404 0.0021 -0.0094 -0.0405
Si 2.3992 3.0415 -0.1433 0.0098 -0.0011 -0.049
Si 0.0468 5.1466 0.0037 -0.0079 0.0036 -0.0359
Si 2.8939 8.0438 0.1222 -0.0052 0.0053 -0.0376
Si 5.816 -0.0581 0.2597 -0.0022 0.0136 -0.0385
Si 8.4003 2.3751 0.2673 -0.0102 0.0024 -0.0348
Si 5.1159 5.8277 0.0052 0.0054 -0.0053 -0.042
Si 7.8148 8.4637 0.0518 0.0036 -0.007 -0.0498
Si 1.336 1.3766 1.2279 -0.0008 0.0022 0.0045
Si 4.0233 4.111 1.2305 -0.0018 0.0013 -0.0016
Si 1.2628 6.7935 1.2768 -0.0002 -0.0026 0.0055
Si 4.1108 9.6107 1.3728 0.002 -0.0022 0.0046
Si 6.9257 1.3077 1.7285 -0.0012 0.002 -0.0001
Si 9.5188 4.0306 1.4585 -0.0003 0.0001 0.0036
Si 6.7175 6.8677 1.366 0.0004 -0.0006 0.0036
Si 9.3989 9.5084 1.4785 -0.0008 -0.0013 0.0077
Si 0.0256 2.668 2.7594 0.0012 -0.0004 0.0068
Si 2.6943 0.0627 2.6632 -0.0041 0.0015 0.0056
Si -0.0447 8.1371 2.7051 -0.0001 -0.0003 -0.0044
Si 2.6715 5.4461 2.6731 -0.0005 -0.0022 0.0038
Si 5.387 2.7734 2.7031 -0.0017 0.0021 -0.0045
Si 8.2116 -0.0763 3.0172 0.0026 -0.0012 0.0038
Si 5.4173 8.2185 2.7838 0.0006 0.0002 -0.0017
Si 8.1129 5.4669 2.6873 0.0003 0.0002 -0.0005
Si 1.3635 4.0737 4.0851 0.0004 -0.0018 -0.0024
Si 4.0474 1.3916 4.0708 -0.0013 -0.0007 -0.0026
Si 1.3451 9.5425 4.0233 -0.0003 0 0.0033
Si 4.0347 6.8141 4.0571 0.0024 0.0004 -0.0001
Si 6.7617 4.1171 4.0659 0.0008 0.001 -0.0023
Si 9.5942 1.3549 4.1976 0.0034 -0.0005 0.001
Si 6.7655 9.4814 4.2327 -0.0017 -0.0033 0.0028
Si 9.4907 6.7881 4.0812 0.0002 0.0009 -0.0029
Si 0.051 -0.021 5.4934 0.0014 -0.0004 0.0031
Si 2.7159 2.7308 5.4675 -0.0004 -0.0019 0.0009
Si -0.0218 5.4271 5.4334 -0.0021 -0.0011 -0.0007
Si 2.6972 8.184 5.411 0.0002 0.0005 0.0026
Si 5.3983 0.0239 5.4716 -0.0014 -0.0002 0.0006
Si 8.1493 2.7431 5.4314 -0.0008 0.0016 -0.0008
Si 5.4178 5.4744 5.4334 0.0018 -0.0009 -0.0006
Si 8.1649 8.1212 5.5109 0 -0.0031 0.0025
Si 1.385 1.3518 6.8457 -0.0002 -0.0009 0
Si 4.0893 4.0993 6.7994 -0.001 0 -0.0013
Si 1.3529 6.8083 6.7699 0.0003 -0.0016 0.0011
Si 4.055 9.5225 6.8125 0.0005 -0.0015 -0.0018
Si 6.8036 1.3728 6.7948 0.0001 -0.0024 0.001
Si 9.5127 4.0736 6.813 0.0005 -0.002 -0.0014
Si 6.7881 6.7762 6.8431 -0.0001 0.0004 -0.0005
Si 9.5437 9.5153 6.8163 0 -0.0013 -0.0024
Si -0.0104 2.7074 8.1782 0.0002 -0.0013 0.0006
Si 2.7328 -0.0107 8.1987 0.0009 -0.0022 0.0002
Si 0.0274 8.1658 8.1503 0.0007 -0.0009 0.0005
Si 2.7149 5.4525 8.1455 0.0003 -0.0009 -0.0003
Si 5.4603 2.7409 8.1455 0.0023 0.0001 0.0016
Si 8.1738 0.0024 8.1474 0.0008 -0.0001 0.0016
Si 5.4324 8.1637 8.1754 -0.0004 -0.001 0
Si 8.1612 5.4212 8.1856 0.0011 -0.0012 0.0016
Si 1.368 4.082 9.5113 -0.0007 -0.002 -0.001
Si 4.111 1.3811 9.492 -0.0003 -0.001 0.0005
Si 1.3709 9.5065 9.547 0.0002 -0.0015 0.0018
Si 4.073 6.79 9.533 0.0014 -0.0013 0.0009
Si 6.8158 4.0517 9.5474 0.0006 -0.0021 0.0019
Si 9.5284 1.3323 9.5444 0.0011 -0.0008 0.0023
Si 6.8192 9.5326 9.5047 0.0009 -0.0019 -0.0004
Si 9.5609 6.8034 9.4752 0.001 -0.0017 0.0016
Si 0.0149 -0.0251 10.9109 -0.0001 -0.0008 0.002
Si 2.7398 2.7093 10.8587 0.0006 -0.001 -0.0012
Si 0.0161 5.4649 10.854 0.0008 0.0011 -0.0005
Si 2.7283 8.1485 10.9149 0.0004 -0.0011 0.0034
Si 5.4701 0.0398 10.8411 0.0006 0.0021 0.002
Si 8.1791 2.693 10.9163 0.0011 -0.0003 0.0039
Si 5.4302 5.4042 10.8831 -0.0005 0.0014 -0.0031
Si 8.2201 8.1599 10.8195 0.0016 -0.0006 0.0009
Si 1.4032 1.3521 12.2361 0.0026 -0.0039 -0.0023
Si 4.0691 4.0377 12.2722 0.0009 -0.0005 0.0004
Si 1.3629 6.7721 12.2827 0.0004 -0.0005 0.0044
Si 4.1103 9.5826 12.1764 -0.0013 0.0029 -0.0004
Si 6.7998 1.341 12.2842 0.0003 -0.0005 0.0047
Si 9.5716 4.0961 12.2022 -0.0017 -0.0002 0.0041
Si 6.8711 6.7766 12.1237 0.0025 -0.0035 0.0017
Si 9.5513 9.4742 12.2583 0 0.0017 -0.0017
Si 0.0965 2.7941 13.5517 0.0036 0.0008 0.0008
Si 2.7586 -0.0086 13.6195 -0.001 0.0007 -0.0053
Si 0.0031 8.1134 13.6681 0.0004 0.0014 0.0053
Si 2.7226 5.4005 13.6455 0.0013 -0.0034 0.0036
Si 5.4056 2.6746 13.6682 -0.0046 -0.0019 0.0067
Si 8.1978 -0.0361 13.5912 0 -0.0034 0.0006
Si 5.5768 8.2324 13.3747 0.0014 0.001 0.0019
Si 8.1627 5.4092 13.5389 0.0009 0.0007 -0.0019
Si 1.4295 4.0339 15.1355 -0.0014 -0.0042 0.0014
Si 4.091 1.3082 15.1054 0.0004 0.0001 -0.0012
Si 1.3954 9.4953 14.9891 -0.0001 0.0012 -0.0059
Si 4.2211 6.8912 14.6421 0.0006 -0.0018 -0.0008
Si 6.7846 4.0744 14.9401 0.0001 0.0007 0.0041
Si 9.5747 1.4201 14.788 0.0007 0.0011 -0.0031
Si 6.8642 9.4492 14.9324 -0.0014 -0.002 0.0055
Si 9.5151 6.6901 14.9781 0.0001 -0.0007 -0.0061
Si 0.2176 0.3005 16.1188 -0.0084 -0.0056 0.0426
Si 2.5201 2.3963 16.5439 0.007 0.0039 0.0529
Si -0.3404 5.0523 16.3269 0.004 0.0074 0.0504
Si 3.1 8.3069 16.0906 -0.0012 -0.0139 0.0343
Si 5.2717 -0.375 16.2736 0.0074 0.0036 0.0346
Si 8.3306 2.836 16.1868 -0.0044 -0.0077 0.036
Si 5.6355 5.7584 16.0992 -0.0097 -0.0023 0.0309
Si 7.9455 7.8315 16.2823 0.0066 0.0023 0.0384
Si -8.4623 24.0388 21.8532 -0.0052 -0.0023 0.041
Si 5.9318 30.5342 22.5315 0.0089 0.0024 0.0367
Si 7.2329 26.323 25.6679 -0.0051 0.0009 -0.0223
Si 12.2687 9.8515 30.9492 0.007 0.0054 -0.0776
Si 11.4154 30.6122 22.6482 0.0057 -0.0031 0.0472
Si 27.5142 11.3003 29.0461 0.0008 -0.0136 -0.0725
Si 30.571 11.4657 20.3297 0.0142 0.0085 0.0774
Si 24.8169 23.2106 30.2219 0.0068 -0.0067 -0.0811
Si -5.6351 38.8491 23.9652 -0.0028 0.0064 0.0128
Si 17.5534 30.9039 27.3224 0.0063 0.0023 -0.0435
Si 19.5221 -0.8287 22.9518 -0.0025 -0.0094 0.0256
Si 0.4515 6.2485 24.1793 0.0005 0.0027 0.0051
Si 14.7649 4.8368 21.6944 0.0012 0.0039 0.0555
Si -3.3526 17.0239 28.1938 -0.0068 0.0044 -0.0607
Si 11.6879 27.126 19.2033 -0.0007 -0.0074 0.0803
Si 26.7306 10.3889 25.0032 -0.0123 0.0031 -0.0039
Si 14.4345 6.1579 18.1435 -0.002 0.0034 0.0893
Si 2.2466 21.8927 24.0036 -0.0047 -0.0015 0.0166
Si 32.8435 -2.7996 26.2448 0.003 0.0069 -0.0355
Si 14.7942 18.5131 20.5122 0.0008 0.0099 0.0665
Si 25.7607 13.7322 19.3889 0.0051 0.0017 0.0868
Si -1.7999 21.355 25.9024 0.0063 0.005 -0.0157
Si -12.0075 9.4344 18.2558 0.0154 0.0023 0.0843
Si 17.4884 1.3651 18.4496 -0.0046 0.0074 0.0776
Si -1.5646 39.408 30.7778 0.0093 0.0035 -0.0925
Si -16.4874 2.1161 26.4 0.0043 0.0077 -0.0359
Si 6.3745 12.9619 31.0937 -0.0053 -0.0017 -0.0825
Si 13.2805 2.8473 27.4657 -0.0049 0.0068 -0.053
Si 21.3872 -18.8957 20.9315 -0.0004 -0.0063 0.0554
Si 31.3667 14.7224 23.6337 -0.0002 0.007 0.023
Si 2.8622 16.5391 28.4234 -0.0066 -0.0007 -0.0579
Si 2.7756 -4.1323 25.6636 -0.0031 0.0042 -0.0276
Si 11.6191 40.4747 29.1509 0.0025 -0.0151 -0.0706
Si 11.8902 8.1972 19.8858 0.0083 0.0068 0.0733
Si -5.4991 4.7833 30.0505 -0.009 0.0038 -0.0901
Si 0.1038 1.7454 25.5751 -0.0052 -0.0025 -0.0157
O 10.4586 13.7239 -8.3901 -0.0003 0.0031 -0.0003
O 14.357 -15.4583 -5.8609 -0.0034 -0.0059 0.0256
O 22.6999 -3.5518 -9.8423 -0.0043 0.0078 -0.0095
O 7.6524 2.1278 -15.4359 0.0149 0.0151 -0.047
O 15.2304 22.3232 -3.0774 -0.0104 0.0082 0.0329
O -8.9783 17.6116 -3.7836 -0.01 0.008 0.0245
O 9.8907 5.5375 -1.2158 0.0179 -0.0192 0.0471
O 5.6744 1.3108 -5.1983 0.0039 -0.0079 0.0392
O 15.8162 15.8485 -9.9899 -0.0068 -0.0031 -0.0189
O 5.5236 3.1802 -2.6669 0.0057 -0.0109 0.0293
O -1.1335 12.7178 -12.9709 -0.0102 -0.0091 -0.0236
O 12.106 4.128 -0.5524 -0.0027 -0.0027 0.0223
O -11.1239 7.5535 -2.531 -0.0177 -0.0038 0.033
O 14.6584 24.4868 -6.3408 -0.0069 -0.0006 0.0181
O 12.1427 9.3177 -3.5036 0.0061 0.014 0.0401
O -4.5061 3.2671 26.1602 -0.0044 -0.0046 0.0086
O 10.4014 6.9582 25.3013 -0.0003 0.0038 0.0089
O 2.8819 23.0467 23.0468 0.0002 0.0077 -0.0137
O 11.2525 30.8215 21.0737 0.0038 -0.0076 -0.0392
O 4.381 25.9595 20.2785 0.0011 -0.0099 -0.036
O -1.4466 3.908 16.7148 -0.0032 -0.0016 -0.0224
O 25.7419 6.9622 24.5945 0.003 -0.0032 -0.0008
O -18.6809 24.376 31.3595 -0.0089 0.0225 0.0611
O 17.8019 1.0077 29.9953 0.0054 0.016 0.0412
O 10.0659 -0.2464 17.2437 0.0118 0.0168 -0.0501
O 35.1703 34.6655 28.8232 0.0052 -0.0194 0.0496
O 8.0269 5.2329 26.9225 0 0.0093 0.0219
O 12.6901 18.9425 25.9581 -0.0008 0.0012 0.0127
O 17.669 9.6674 32.5031 0 -0.0024 0.0256
O 16.9091 9.7588 28.6688 -0.0058 0.0134 0.0262
O 15.0203 9.4179 16.7257 0.0007 0.0005 -0.019
O 16.9852 18.1914 23.1877 -0.002 0.007 -0.0104
O 15.8668 -2.2869 21.2243 -0.0099 -0.005 -0.0282
O 0.5973 6.6523 20.1228 0.0005 -0.0081 -0.0251
O 3.9641 17.8103 32.5312 -0.0001 -0.0014 0.0206
O 2.0592 15.2544 27.8892 0.006 0.0033 0.0195
O -16.1754 20.2552 26.1025 0.0045 -0.0022 0.0144
O 13.5843 7.25 17.2836 0.0002 0.0205 -0.0459
O 5.2942 20.7422 23.5239 0.0042 -0.0061 -0.0089
O 16.6495 16.3358 31.4733 -0.0041 0.0081 0.0604
O -0.5122 -1.3997 25.9179 0.0025 -0.004 0.0094
O -2.5825 10.548 24.4676 0.0003 -0.0004 -0.0041
O 20.0896 20.971 19.61 0.006 -0.0141 -0.043
O 6.7692 6.7705 16.753 0.0032 0.0009 -0.0157
O 8.2146 25.9196 24.4341 -0.0003 0.0007 0.0057
O 19.5546 19.3172 17.6307 -0.0195 -0.0181 -0.0423
O 14.2225 21.3713 25.0851 0.0012 0.003 0.0023
O 9.9459 30.9391 23.1983 0.0006 0.0024 -0.0133
O 5.4409 22.8143 25.1958 -0.0023 0.0028 0.0097
O 13.2855 5.268 18.8768 0.0068 0.0029 -0.0342
O 18.4261 2.8653 31.8803 0.0199 -0.0019 0.0456
O 21.834 5.6082 17.8024 -0.0159 -0.0074 -0.0667
O 8.9013 54.8432 21.9407 0.0021 0.0079 -0.0226
O 1.0891 13.2598 26.6651 0.0094 0.0019 0.0177
O 10.8896 20.9858 31.758 -0.0143 0.0135 0.0444
O 4.5162 17.8312 19.1815 -0.0021 -0.0156 -0.0482
O -4.8851 10.9756 17.6609 -0.0146 -0.0175 -0.0447
O 0.9394 11.5494 24.7443 0.0053 0.0029 -0.003
O 25.686 5.1649 29.5398 0.018 -0.0057 0.0324
O 1.7608 16.5575 24.9708 -0.0005 0.0005 0.0008
O 2.3059 8.7854 31.7249 0.0136 -0.0161 0.0434
O 4.5653 16.1394 17.2609 0.0225 -0.0002 -0.0439
O 7.3001 11.8039 19.83 -0.0165 0.0065 -0.0407
O 12.2031 1.3036 16.8222 0.0019 -0.0022 -0.021
O -7.6618 23.6766 20.4817 0.0117 0.0038 -0.0394
O 24.8306 24.6229 18.035 -0.0186 -0.0096 -0.0677
O 9.7002 22.8114 26.2606 -0.0011 0.0016 0.0057
O 29.2164 9.2381 22.2331 -0.0023 -0.0009 -0.0099
O 8.6354 17.1656 29.3835 0.018 0.0054 0.0491
O 16.2896 24.1083 18.864 0.0093 -0.0075 -0.0291
O 23.5219 31.541 23.1191 -0.0032 -0.0004 -0.0082
O -0.4117 5.1571 23.4305 -0.0013 -0.0005 -0.005
O 0.8355 -8.7828 21.6547 0.0002 0.0056 -0.0181
O 3.4367 -4.5003 21.468 0.0002 0.0069 -0.0261
O 0.3109 8.7099 18.5207 -0.0175 0.0098 -0.0389
O 13.5961 -17.9442 22.2087 0.0065 0 -0.0166
O 31.2118 3.325 22.0944 0.0042 -0.0052 -0.0266
O 17.0418 38.2918 25.1619 0.002 -0.004 0.0042
O 8.0191 20.8449 26.9904 -0.009 -0.004 0.0151
O 11.1198 4.0753 20.0174 0.009 0.0197 -0.0332
O 9.4798 1.3012 32.5788 0.0043 0.0017 0.0259
O 27.2524 12.0595 32.1266 -0.0018 -0.0202 0.0464
O -2.5365 7.7246 31.6159 -0.019 0.0196 0.0516
O 7.032 -14.1967 27.6212 0.002 -0.007 0.0185
O 17.2193 5.3108 28.868 -0.0116 -0.0097 0.0383
O -0.1026 18.6136 27.7824 0.0057 0.0007 0.0398
O 2.0153 0.4199 30.9004 -0.0096 -0.0091 0.0316
O 2.5978 -2.4545 20.0086 -0.0055 0 -0.0218

Results
free energy: -139742.084 eV
free energy less fixed offsets of O -570.45, Si -639.56 eV per atom: -4.084 eV

The program warned: the cutoff lies below the one the program advises for these potential files; the forces do not sum to zero within the program's tolerance; empty levels may hold ghost states of the PAW files; the exchange-correlation potential is rough where the density is thin.
